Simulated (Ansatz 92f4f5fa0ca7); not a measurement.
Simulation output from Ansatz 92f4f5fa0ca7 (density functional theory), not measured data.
Periodic cell of 215 atoms, Si132O82As1, from a study of silicon, its oxide and their interface. The atomic structure is a simulated model.
Doubt: the cutoff is far below the 930 eV that the study's wrapper takes by default for these files, so forces and energies are approximate.

Settings
functional: PBE
potential files: Ansatz PAW
basis: plane waves
wave-function cutoff: 580 eV
density cutoff ratio: 5
exchange-correlation grid ratio: 1
k mesh: 1 x 1 x 1, Gamma-centred
self-consistency stop: 5e-08 eV per atom in the density residual
occupations: fixed
spin: none
net charge: +1 e, with a uniform compensating background and no finite-size correction

Cell vectors (angstrom)
a, 10.938, 0, 0
b, 0, 10.938, 0
c, 0, 0, 31.5432

Atoms and the computed forces on them: element, x, y, z (angstrom), force x, y, z (eV/angstrom)
Si, 10.428, 0.5785, 24.3314, 0.0442, -0.0186, -0.173
Si, 6.0374, 10.5021, 24.14, -0.0432, 0.0977, -0.1482
Si, 2.1226, 3.2535, 24.0783, 0.0096, -0.0762, -0.1894
Si, 8.6993, 2.2626, 24.2989, -0.0827, 0.0213, -0.1581
Si, 0.4918, 5.0572, 24.1593, -0.0556, 0.0799, -0.1619
Si, 5.0447, 5.9016, 24.1946, 0.0583, -0.0639, -0.1881
Si, 3.3878, 7.6545, 24.1577, -0.027, 0.0154, -0.1733
Si, 7.8249, 8.8316, 23.9865, 0.0718, -0.0478, -0.1982
Si, 1.3378, 1.4795, 25.4436, -0.0298, 0.0361, 0.0792
Si, 6.9083, 1.3083, 25.4829, 0.0345, -0.0378, 0.0862
Si, 4.0206, 4.1034, 25.3177, -0.0311, 0.0172, 0.0443
Si, 9.6536, 4.1051, 25.4118, 0.0425, -0.0448, 0.0556
Si, 1.4879, 6.8186, 25.3618, 0.0276, -0.0191, 0.0596
Si, 6.8915, 6.9517, 25.2373, -0.0197, 0.0228, 0.0194
Si, 4.2212, 9.5386, 25.3361, 0.0189, -0.0318, 0.0371
Si, 9.528, 9.6427, 25.4221, -0.0504, 0.0265, 0.0989
Si, 2.7691, 0.0053, 26.6416, 0.0062, 0.0147, -0.1429
Si, 8.2104, -0.0274, 26.9288, -0.0019, -0.0055, 0.2089
Si, 0.0051, 2.7695, 26.905, 0.0052, -0.0052, 0.2031
Si, 5.4394, 2.7383, 26.6635, -0.0018, -0.0259, -0.1149
Si, 2.7465, 5.4365, 26.8299, -0.0064, -0.0016, 0.127
Si, 8.2118, 5.5261, 26.6299, 0.0234, 0.0116, -0.1301
Si, 0.0314, 8.2107, 26.6496, 0.0094, -0.0012, -0.1263
Si, 5.5447, 8.2005, 26.7864, 0.0141, 0.0121, 0.0946
Si, 4.0981, 1.3653, 28.057, -0.0027, 0.0439, 0.064
Si, 9.5815, 1.37, 28.2591, 0.0074, -0.0082, -0.3692
Si, 1.3797, 4.1239, 28.2567, 0.0032, -0.0612, -0.35
Si, 6.8236, 4.1409, 28.0088, 0.0288, -0.057, 0.1274
Si, 4.1534, 6.8211, 28.1405, -0.0882, 0.0294, -0.1019
Si, 9.588, 6.8519, 28.0373, -0.0239, 0.0099, 0.0907
Si, 1.3884, 9.5872, 28.0311, -0.0323, 0.0133, 0.1278
Si, 6.8321, 9.532, 28.2569, 0.0715, 0.0823, -0.3389
Si, 0.04, -0.0283, 29.5204, 0.0065, -0.0297, 0.0304
Si, 5.4295, 0.0143, 29.4821, -0.0083, -0.0024, 0.0439
Si, 2.7587, 2.7037, 29.5172, 0.0151, -0.0242, 0.0536
Si, 8.1566, 2.7735, 29.4719, -0.0641, 0.0277, -0.0067
Si, -0.0329, 5.5087, 29.4908, -0.0241, 0.0203, 0.0456
Si, 5.4958, 5.449, 29.499, -0.0038, -0.0239, 0.0083
Si, 2.7382, 8.2135, 29.4429, 0.0395, -0.0669, -0.049
Si, 8.2426, 8.1591, 29.5216, 0.0302, -0.0481, 0.0593
Si, 1.3845, 1.3487, 30.8963, 0.0234, -0.0076, 0.0205
Si, 6.7987, 1.3794, 30.8281, 0.009, 0.0356, 0.0034
Si, 4.118, 4.0824, 30.8784, 0.0151, -0.0074, 0.0021
Si, 9.5382, 4.1222, 30.8339, 0.0124, 0.0121, 0.0158
Si, 1.3606, 6.8576, 30.8245, -0.0017, 0.0286, -0.011
Si, 6.8579, 6.801, 30.889, 0.0148, 0.0092, 0.017
Si, 4.0798, 9.5768, 30.8372, -0.0192, 0.0107, 0.0159
Si, 9.5907, 9.5435, 30.8885, 0.0296, 0.0038, 0.0098
Si, 2.7378, -0.0391, 0.7143, 0.0166, 0.0117, -0.0001
Si, 8.1584, 0.0001, 0.6481, -0.0322, -0.0563, -0.0351
Si, -0.0457, 2.7429, 0.6561, -0.0232, -0.0011, -0.025
Si, 5.4694, 2.7045, 0.7086, -0.0147, -0.0042, 0.0068
Si, 2.7013, 5.4736, 0.6562, 0.006, -0.0171, -0.0328
Si, 8.2035, 5.424, 0.7255, -0.0506, -0.0229, 0.0159
Si, 0.0235, 8.1703, 0.7095, -0.0008, -0.0145, -0.0118
Si, 5.4491, 8.2062, 0.6581, 0.0245, -0.0576, -0.0357
Si, 4.112, 1.3212, 2.0687, 0.0139, -0.031, -0.0202
Si, 9.4954, 1.3811, 2.0062, -0.0814, 0.1363, -0.0763
Si, 1.3122, 4.1144, 2.0312, -0.0381, 0.0629, -0.0134
Si, 6.8388, 4.0413, 2.088, 0.0448, -0.0225, -0.0295
Si, 4.0651, 6.8497, 2.015, -0.0485, 0.0308, -0.0923
Si, 9.5941, 6.7863, 2.0632, 0.0905, -0.0169, 0.0047
Si, 1.3748, 9.5336, 2.081, 0.028, -0.0355, -0.1006
Si, 6.8084, 9.5643, 2.0503, 0.0335, 0.067, 0.0234
Si, -0.0812, -0.0102, 3.2756, 0.2015, -0.109, 0.3717
Si, 5.4556, -0.0325, 3.507, -0.0333, 0.0716, -0.1044
Si, 2.6793, 2.7066, 3.3145, 0.1584, 0.0012, 0.3157
Si, 8.1704, 2.659, 3.5208, -0.0194, 0.0633, -0.1228
Si, -0.0367, 5.4288, 3.5219, -0.1266, -0.016, -0.1564
Si, 5.429, 5.464, 3.3075, 0.0603, -0.1211, 0.3506
Si, 2.7355, 8.1722, 3.4841, -0.0488, 0.0292, -0.0127
Si, 8.2163, 8.1706, 3.3528, -0.15, -0.246, 0.1018
Si, 1.253, 1.3407, 4.6528, -0.0152, 0.1094, -0.1915
Si, 6.8248, 1.2784, 4.9345, 0.0019, 0.0355, 0.0778
Si, 4.0487, 4.0929, 4.6677, -0.0265, -0.0182, -0.1881
Si, 9.523, 4.0305, 4.8989, -0.022, -0.0341, 0.151
Si, 1.3602, 6.8152, 4.8662, 0.221, 0.0101, 0.1691
Si, 6.8268, 6.7861, 4.6856, 0.0406, 0.0262, -0.1575
Si, 4.0903, 9.5329, 4.889, 0.0172, -0.1239, 0.1684
Si, 9.5653, 9.5715, 4.7074, 0.0062, 0.1296, -0.0779
Si, 2.6019, 0.0406, 6.0824, 0.1633, -0.1511, -0.0194
Si, 8.2161, -0.1883, 6.254, -0.0536, -0.0107, -0.0052
Si, -0.005, 2.6256, 6.1997, 0.0622, 0.0682, -0.0597
Si, 5.3486, 2.7266, 6.1132, 0.066, -0.0119, -0.1143
Si, 2.7333, 5.4029, 6.1691, 0.0718, -0.0673, -0.0497
Si, 8.0789, 5.4047, 6.1844, -0.0493, -0.0945, -0.1143
Si, -0.0811, 8.193, 6.1313, -0.0082, -0.2401, -0.1311
Si, 5.5533, 8.13, 6.1562, 0.0092, -0.0192, -0.035
Si, 3.4712, 1.8814, 7.2535, -0.0592, 0.2494, 0.2256
Si, 10.0204, 0.7908, 7.4017, -0.4587, 0.3963, 0.6435
Si, 1.7774, 3.6183, 7.3829, -0.0574, 0.0435, 0.2026
Si, 6.1938, 4.5073, 7.3903, -0.0063, -0.025, 0.2593
Si, 4.6227, 6.3003, 7.2699, -0.0249, 0.021, 0.1451
Si, 9.1424, 7.1415, 7.3327, -0.0715, -0.0177, 0.2854
As, 0.8725, 10.0457, 7.5477, 0.369, 0.3134, 0.4733
Si, 7.3998, 8.8457, 7.4895, 0.0064, 0.0159, 0.222
O, 4.5623, 6.648, 8.8851, 0.0368, -0.0052, -0.2476
O, 1.3665, 3.9642, 8.9571, 0.0367, -0.0981, -0.2984
O, 9.7945, 6.5713, 8.7471, -0.079, 0.0751, -0.4274
O, 1.2829, 10.3158, 9.408, -0.5764, 0.0705, -1.212
O, 6.1074, 4.2321, 9.0364, -0.0241, 0.0483, -0.2707
O, 3.6777, 1.5395, 8.8437, -0.1225, 0.0193, -0.3733
O, 7.1465, 8.9397, 9.1361, 0.0844, -0.0623, -0.2618
O, 9.6749, 1.0175, 9.0079, 0.1253, -0.061, -0.3515
O, 8.245, 2.5355, 22.7366, 0.0732, -0.0516, 0.3163
O, 10.9907, 5.5613, 22.6412, 0.0347, -0.0871, 0.3067
O, 5.6312, 0.0899, 22.6285, 0.0539, -0.1009, 0.3036
O, 5.2919, 5.4073, 22.6317, -0.069, 0.0549, 0.3155
O, 2.1363, 2.8092, 22.4734, -0.0217, 0.0884, 0.3032
O, 3.3231, 7.8535, 22.5051, 0.0696, -0.0359, 0.2992
O, 8.3765, 8.7476, 22.4076, -0.106, 0.025, 0.3166
O, -0.1835, 11.2451, 22.7408, -0.0685, 0.0668, 0.2921
Si, 2.161, 2.9936, 12.9003, 0.0505, 0.0301, 0.345
Si, 8.7304, 1.276, 10.3114, -0.1739, 0.1362, 0.4526
Si, 1.07, 4.5183, 15.3571, -0.0158, 0.0271, 0.1791
Si, 7.5935, 5.5989, 12.1941, 0.0122, 0.0232, 0.3448
Si, 2.4064, 8.1908, 21.2088, -0.0592, 0.0413, -0.2887
Si, 5.4284, 7.78, 12.4664, -0.0028, -0.0293, 0.3563
Si, 9.264, 0.4907, 15.4755, -0.0446, -0.0156, 0.1772
Si, 2.9103, -0.0381, 16.6487, -0.0261, 0.0092, 0.0309
Si, 10.4817, 1.1712, 12.6051, 0.0036, 0.0977, 0.4628
Si, 7.761, 2.8377, 21.2283, -0.0064, 0.0472, -0.3153
Si, 9.1341, 8.7892, 14.4658, -0.1102, 0.0237, 0.2221
Si, 1.4762, 4.7797, 10.3663, 0.0418, -0.0211, 0.3978
Si, 4.4747, 9.4936, 19.1305, 0.0089, 0.0049, -0.1302
Si, 11.0668, 6.1054, 21.1095, -0.0041, 0.01, -0.3055
Si, 6.6164, 10.4559, 14.8458, 0.0258, 0.0058, 0.1478
Si, 5.3845, 0.7399, 21.1671, -0.0406, 0.0295, -0.316
Si, 2.3722, 9.8587, 10.525, 0.6809, -0.4922, 0.6723
Si, 0.4232, 10.6393, 21.3816, 0.0673, -0.052, -0.2575
Si, 5.8519, 5.2595, 21.1246, 0.0327, -0.0026, -0.3124
Si, 3.6265, 7.1124, 10.1134, 0.035, -0.1151, 0.3693
Si, 9.0529, 5.7132, 14.862, 0.0364, 0.0015, 0.1964
Si, 3.6607, 4.0863, 19.0934, -0.0005, 0.0205, -0.142
Si, 10.0281, 3.6702, 19.3123, -0.0031, -0.0053, -0.1386
Si, 4.2641, 8.6723, 15.3557, -0.0323, 0.0284, 0.2058
Si, 0.4558, 1.9297, 17.1511, 0.0151, -0.0221, 0.0039
Si, 6.7866, 7.5404, 19.2413, -0.0098, -0.0179, -0.1284
Si, 5.2612, 3.6269, 16.7449, 0.0082, 0.0209, 0.024
Si, 7.782, 5.0206, 17.5206, -0.021, -0.0184, 0.0069
Si, 6.7031, 9.9059, 10.375, -0.1124, -0.0622, 0.4033
Si, 4.429, 1.0339, 10.1692, 0.2876, 0.0615, 0.3812
Si, 0.0221, 9.0794, 11.9546, -0.254, -0.073, 0.4902
Si, 9.0953, 8.6362, 20.9329, 0.0326, -0.0248, -0.2925
Si, 4.559, 1.6763, 14.5803, 0.0384, -0.0039, 0.2199
Si, 2.4399, 2.089, 21.0428, 0.041, -0.03, -0.2902
Si, 6.395, 3.3291, 10.3646, 0.1078, 0.07, 0.3426
Si, 3.4415, 5.9256, 16.7371, 0.0106, -0.0053, 0.0039
Si, 9.9253, 6.5702, 10.3623, -0.0813, -0.115, 0.5405
O, 0.1213, 2.6333, 18.5836, -0.0106, 0.0157, 0.0412
O, 2.928, 9.6341, 15.573, 0.0139, -0.0199, -0.0517
O, 10.8585, 4.8093, 20.1423, 0.0245, 0.0589, 0.1075
O, 7.6194, 2.3762, 9.8845, 0.0726, -0.043, -0.1093
O, 10.9353, 5.349, 10.8178, -0.0114, 0.0324, -0.1364
O, 6.595, 6.7109, 12.8585, -0.0002, 0.0035, -0.1146
O, 10.4226, 8.075, 10.7844, 0.0387, -0.0164, -0.2097
O, 7.6663, 9.4591, 14.0057, 0.0109, -0.0328, -0.0968
O, 8.4504, 6.2793, 10.9886, 0.1218, 0.0619, -0.2263
O, 5.3506, 10.4993, 20.0584, 0.0192, 0.0502, 0.1101
O, 2.181, 3.7543, 11.4418, -0.0244, 0.0613, -0.2526
O, 7.9668, 8.5548, 19.7519, 0.0517, 0.0204, 0.0968
O, 6.2013, 6.7349, 20.5395, -0.0246, -0.042, 0.1074
O, 5.5176, 2.7165, 15.4178, -0.0124, -0.03, -0.0623
O, 1.3029, 0.9283, 20.6953, -0.0254, -0.0037, 0.0875
O, 6.0877, 9.0355, 11.6225, 0.0728, 0.1531, -0.2469
O, 4.6222, 4.9919, 16.1134, 0.0034, 0.0004, -0.0141
O, 6.5965, 3.91, 17.6424, 0.0045, 0.0023, -0.0005
O, 10.5488, 10.6481, 11.8967, 0.0644, -0.0813, -0.2203
O, 5.5834, 0.5068, 13.9884, -0.0055, -0.0028, -0.092
O, 8.0116, 5.0922, 15.9233, 0.019, 0.0141, -0.0603
O, 9.7582, 9.8591, 15.541, 0.0227, -0.031, -0.07
O, -0.3917, 5.1759, 15.1686, -0.018, 0.0066, -0.0575
O, 1.5599, 6.8482, 20.7937, 0.0072, 0.0019, 0.0883
O, 1.4956, 0.6417, 17.1651, 0.0005, 0.0027, 0.0016
O, 6.5863, 1.7842, 20.8013, 0.0074, -0.0144, 0.0939
O, 1.0214, 1.814, 12.8533, -0.0321, -0.0629, -0.1336
O, 3.2565, 5.5048, 18.3312, 0.0023, -0.0139, 0.0359
O, 9.584, 1.9938, 11.5182, -0.0593, -0.0472, -0.2812
O, 1.0311, 3.1137, 16.1875, 0.0023, 0.022, -0.0506
O, 8.633, 5.1877, 13.3802, -0.0749, -0.009, -0.2005
O, 10.2561, 8.5167, 13.311, 0.1467, 0.0236, -0.226
O, 1.4383, 9.4068, 21.6944, -0.0021, 0.0028, 0.0695
O, 10.0775, 9.935, 20.6011, 0.0016, 0.0131, 0.0868
O, 3.3137, 0.1916, 11.0435, -0.265, -0.0721, -0.2062
O, 5.1382, 2.3666, 10.8369, -0.1066, -0.1066, -0.1365
O, 1.736, 4.1806, 13.9208, 0.0237, -0.0619, -0.167
O, 7.9768, 10.837, 10.826, 0.0467, 0.0164, -0.143
O, 9.1356, 4.4833, 18.2233, 0.024, -0.0126, 0.0383
O, 5.6359, 9.5108, 15.7743, 0.0078, -0.0047, -0.0577
O, 5.5846, -0.0295, 9.7585, -0.0751, 0.0437, -0.1675
O, 3.6035, 2.3416, 13.4065, -0.0837, 0.0287, -0.1546
O, 1.9856, 5.6613, 16.063, -0.0172, -0.02, -0.0511
O, 9.6812, 1.1197, 14.0239, 0.0667, 0.0379, -0.2301
O, 4.3952, 6.949, 11.5276, -0.095, 0.0055, -0.2074
O, 4.7553, 4.4822, 20.2221, 0.044, 0.0289, 0.1099
O, 9.9514, 1.3678, 16.6367, -0.0115, -0.015, -0.0458
O, 6.7741, 4.3027, 11.6252, -0.0503, -0.1265, -0.1964
O, 5.5729, 8.4112, 18.5767, -0.0013, 0.0023, 0.0367
O, 9.0656, 2.7433, 20.2546, -0.0491, -0.0204, 0.104
O, 3.6025, 1.1375, 15.7771, 0.0228, 0.0218, -0.0639
O, 4.2176, 3.08, 17.9047, -0.0112, 0.001, 0.0339
O, 9.9043, 7.2203, 20.8838, 0.0065, -0.0015, 0.0818
O, 3.3083, 8.6886, 9.8551, -0.2089, 0.1985, -0.1467
O, 3.9455, 7.4331, 16.3755, 0.0146, 0.0255, -0.0438
O, 7.6323, 0.4907, 15.6982, 0.0123, -0.0034, -0.0487
O, 8.9177, 7.3227, 15.1031, 0.0084, 0.0225, -0.0718
O, 3.9242, 1.4432, 21.1574, 0.0093, 0.0008, 0.0811
O, 1.6606, 9.1421, 11.8492, 0.0382, 0.2031, -0.3943
O, 2.3265, 6.1494, 10.149, 0.0208, 0.0491, -0.1058
O, 7.344, 6.4682, 18.1398, -0.0088, 0.0278, 0.0382
O, 7.2204, 4.3744, 21.1272, -0.001, -0.0227, 0.0902
O, 4.5699, 8.2356, 13.7965, 0.0531, -0.0381, -0.2333
O, 3.3229, 8.6795, 19.9599, -0.0466, -0.0384, 0.112
O, 2.4909, 3.2431, 19.8703, -0.0253, -0.0484, 0.1053
O, 3.7313, 10.3701, 17.9653, 0.0162, -0.0193, 0.038

Results
free energy: -135409.548 eV
free energy less fixed offsets of As -4856.12, O -568.88, Si -635.61 eV per atom: -4.748 eV

The program warned: the cutoff lies below the one the program advises for these potential files; the exchange-correlation potential is rough where the density is thin.
